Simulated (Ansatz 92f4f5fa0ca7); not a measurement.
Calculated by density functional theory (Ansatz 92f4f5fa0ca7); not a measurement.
Periodic cell of 140 atoms, Si84O56, from a study of silicon, its oxide and their interface. The atomic structure is a simulated model.

Settings: functional r2SCAN; potential files Ansatz norm-conserving; basis plane waves; wave-function cutoff 1300 eV; density cutoff ratio 4; exchange-correlation grid ratio 1; k mesh 2 x 2 x 1, shifted by 0.5 0.5 0.5 of a step; self-consistency stop 5e-08 eV per atom in the density residual; occupations Fermi-Dirac, 0.05 eV; spin none; net charge 0.

Cell vectors (angstrom)
a	10.9364	-0.1063	0.0739
b	-0.1063	11.0141	0.0364
c	0.1386	0.0684	20.5179

Atoms and the computed forces on them: element, x, y, z (angstrom), force x, y, z (eV/angstrom)
Si	-0.3408	0.3007	0.1918	0.6976	-0.2218	-0.9425
Si	3.2381	2.9228	0.2697	0.7286	-0.3393	-1.9139
Si	0.1181	5.9273	0.553	-2.311	-1.7226	0.2811
Si	5.2848	6.8668	-3.3072	1.9949	-1.258	-1.01
Si	4.8915	0.3685	0.3253	-0.0808	0.0036	0.6616
Si	8.8945	2.7138	-0.1352	-2.0642	2.3316	0.9867
Si	5.9	4.5032	-1.1681	0.6716	0.4444	0.7542
Si	9.3464	7.4416	0.0375	0.6842	2.8161	-1.5693
Si	1.3291	1.4859	1.498	0.4951	0.3027	-0.366
Si	4.313	4.76	1.9743	-0.9357	-1.7945	-1.4904
Si	1.3668	7.1064	1.9746	0.0664	0.7082	-0.8834
Si	3.7153	9.509	1.4716	-0.8675	2.0377	-1.6324
Si	6.438	1.636	1.577	1.1528	-1.8666	0.3353
Si	9.6594	4.1583	1.6427	1.6556	-0.8497	-1.1389
Si	6.7074	6.0105	0.7425	0.8525	2.1203	0.3518
Si	9.593	9.4087	1.4486	-0.287	0.491	0.6141
Si	-0.0244	2.8408	2.977	1.291	0.4634	0.1077
Si	2.653	-0.0724	2.8272	-0.3953	0.2785	1.2848
Si	-0.0419	8.618	2.9768	0.1926	-1.0109	1.66
Si	2.3962	5.5209	3.1711	1.5656	-0.9959	1.1785
Si	5.3279	2.9918	3.0593	1.2369	0.6302	0.7364
Si	8.2854	-0.0301	2.5455	-0.8733	0.2212	1.0628
Si	5.1356	8.2131	2.525	1.9771	-1.7251	1.1212
Si	8.4563	5.3904	2.9949	-3.2477	-0.536	-2.0027
Si	1.2557	4.0149	4.7836	-0.43	0.1921	-1.801
Si	4.3253	1.2889	4.2056	-2.8286	0.2643	-0.4539
Si	1.3094	9.6371	4.6154	0.5264	0.3133	-0.7075
Si	4.0454	6.9117	4.2347	0.631	-0.8328	0.7904
Si	7.1953	4.1017	4.3407	-1.5207	-1.7594	0.5271
Si	9.6995	1.2302	4.2759	-0.3763	-0.8801	-0.856
Si	6.9839	9.4231	3.8916	-1.376	0.7804	-0.3403
Si	9.5256	6.7507	4.2579	0.7452	4.0047	-0.4592
Si	-0.0295	0.0513	5.759	0.1489	-0.6952	-0.1593
Si	2.7687	2.409	5.8029	0.3298	1.604	0.3564
Si	-0.3411	5.7146	5.6824	2.2645	-1.8216	0.7898
Si	2.7606	8.0675	5.8491	-0.5861	1.2152	0.1755
Si	5.685	-0.1281	5.2105	1.3158	-2.3649	2.1751
Si	8.4035	2.4548	5.7014	-1.061	1.5021	0.7401
Si	5.8397	5.3962	5.7212	-1.006	1.2481	-0.6349
Si	8.3059	8.3895	5.5371	-0.4851	-1.0744	-0.8012
Si	1.3052	1.0772	7.3308	0.9635	-0.3717	1.5722
Si	4.1558	4.2385	6.8969	-0.9778	-2.7932	0.7315
Si	1.008	6.8942	7.1067	0.3612	-0.2955	-0.174
Si	4.3644	9.4333	7.0451	-0.4005	2.0848	-1.7536
Si	6.9484	1.0426	6.9961	0.8686	-1.0949	-1.87
Si	9.3873	4.266	7.094	-0.7848	-0.4844	-1.0114
Si	7.1313	7.0186	6.9186	0.1434	0.0919	0.0573
Si	9.4157	9.5513	7.1518	1.0585	0.6704	1.1126
Si	-1.1969	3.7463	9.0847	-0.3682	-1.757	2.8102
Si	4.0311	0.1312	8.6775	-0.8772	-2.4187	-0.2702
Si	-0.0521	8.291	8.665	-1.9364	1.0268	-0.8001
Si	1.8215	5.1408	8.3645	3.3325	-0.1029	-0.5853
Si	5.6132	2.4358	8.0724	-3.294	0.7606	0.9509
Si	8.2565	-0.128	8.7104	-0.131	-0.3922	-2.7707
Si	5.5041	7.9908	8.2418	1.4553	0.6251	0.3696
Si	8.4399	6.4568	8.7871	1.9276	1.8071	-2.3097
Si	0.6994	4.4854	10.2604	1.8683	-6.746	-1.8729
Si	4.8728	2.5971	12.9548	1.8747	-0.2458	1.4011
Si	2.1737	8.5148	10.4916	-1.1108	1.7405	2.8162
Si	3.7219	6.103	9.4711	-0.456	-1.2606	1.0817
Si	7.621	4.1202	10.023	-0.2893	0.2191	-2.7699
Si	9.8561	1.1849	9.686	0.8132	1.833	0.3287
Si	6.9997	9.6728	10.2447	-1.4853	0.0463	0.3327
Si	9.0854	8.2017	10.6267	0.8877	-0.7561	-1.6862
Si	-0.0189	-3.8789	11.7384	-0.7195	0.7468	-5.6071
Si	-2.9819	10.5481	14.2107	1.4574	-1.663	-0.902
Si	-0.94	12.3224	12.2524	-2.0684	-0.6165	0.1878
Si	3.4091	-0.5976	10.7085	0.7991	1.6618	2.9008
Si	7.2954	5.8555	13.6289	-3.6177	-3.5378	-0.1021
Si	-1.6494	3.9654	13.5287	-2.9597	-0.1361	3.8267
Si	-4.0803	3.7935	14.91	0.7322	1.4924	-1.5724
Si	2.282	9.1418	17.947	-1.0235	4.3109	1.0385
Si	2.3812	6.701	16.349	0.4366	0.4787	4.3972
Si	2.452	5.3562	19.2494	-2.6235	-1.6714	-1.7547
Si	-5.2509	11.4487	12.3671	0.2368	1.8992	0.6632
Si	7.5781	3.3137	17.9149	0.7097	3.2331	1.1261
Si	10.5838	-1.1055	18.8259	-0.1874	3.3166	-2.3307
Si	5.4307	4.7101	11.8416	-0.2833	-1.7715	0.2361
Si	7.9693	7.2489	15.1243	1.5382	4.0109	1.9891
Si	2.6964	7.9748	20.5959	0.9882	-2.1027	0.0759
Si	1.9471	1.8995	11.9803	4.2338	2.333	-1.0164
Si	5.3112	-1.1422	18.2308	1.526	3.3501	-0.3172
Si	7.8842	11.3398	17.2125	1.5254	-3.0936	0.5711
Si	10.6868	6.1464	14.7446	1.375	-1.3134	1.0934
O	0.8674	-1.0913	-2.7555	-1.3757	0.6602	0.4904
O	-3.4227	1.8791	-3.079	-0.4937	-2.6194	-0.9568
O	3.0755	3.7919	-1.348	-0.5422	0.8313	1.6991
O	0.9413	4.7788	-0.3145	2.1024	2.0148	-1.4966
O	-1.292	8.5607	-1.4152	-0.0143	-2.3596	0.8383
O	1.638	8.2692	-1.236	1.566	0.5723	1.2506
O	3.9515	6.3269	-4.0818	-2.23	0.4597	-0.7096
O	5.3081	-2.7082	-2.6963	-1.1999	-1.8665	1.6244
O	5.5022	-0.5536	-0.8264	0.9816	-1.4966	-1.6448
O	7.3212	2.4838	0.5252	1.351	1.1754	-1.9142
O	7.8525	-3.63	-0.0295	-2.1431	-2.9589	0.7459
O	16.3911	6.9149	1.41	1.0078	0.7452	0.1016
O	3.3012	6.4303	-0.7261	-0.3069	1.8844	1.8179
O	8.9825	3.2756	-1.6825	-2.7307	1.1887	-0.689
O	8.2521	10.9302	-4.8222	-0.6651	0.9473	1.0116
O	-4.1939	3.3623	8.7256	2.074	2.3421	3.0854
O	1.5244	3.3592	11.2589	-0.5245	0.3971	-0.7178
O	2.3913	0.7307	10.9904	0.3845	-0.6571	-0.3961
O	3.3179	2.1868	12.9639	-2.6988	0.0905	-0.5945
O	1.0549	8.204	11.681	1.6766	0.5223	-1.5599
O	0.5929	12.4083	12.7623	-2.1364	-1.6104	2.0186
O	4.419	4.9928	10.6044	-0.0974	1.5509	-1.1311
O	3.2391	7.3919	10.4398	2.2213	-3.1706	-1.0348
O	4.7333	1.4356	9.2777	1.6887	2.8603	-2.2354
O	7.47	5.8055	9.811	-2.3486	-3.0665	1.8302
O	11.1974	1.2385	8.6943	0.7471	-0.4621	-0.4541
O	10.7839	-4.0401	13.2961	-0.7294	-2.1693	6.5451
O	2.3802	11.207	8.1985	-1.7429	1.6665	-1.5551
O	6.6177	11.1649	11.0979	0.9751	-2.5757	-0.4645
O	11.2283	5.6799	10.9484	-1.3883	5.4907	4.2119
O	5.7378	16.6603	18.1831	-0.836	2.0253	-0.1841
O	5.6396	2.7467	14.5661	-2.3546	-0.2605	-1.6846
O	-1.7024	10.97	18.02	-0.3696	-0.8371	-0.2021
O	-1.3576	6.8482	15.6842	-2.3626	1.143	-1.0801
O	-2.6121	8.8485	14.2503	-1.419	0.573	0.9814
O	-1.3025	13.9442	12.5224	0.621	-1.8413	-1.9422
O	9.6915	-9.6688	20.1833	1.6386	-2.2486	1.3282
O	1.575	-2.2295	9.0631	-1.1158	0.2684	-0.8222
O	2.3472	8.3671	16.6107	0.7049	-3.6266	-2.5449
O	4.8453	6.5081	8.2725	-2.0015	-0.4565	2.7982
O	-5.3813	8.7783	9.7231	3.2836	1.2107	0.2834
O	1.6518	6.1	17.8795	2.9843	-1.2843	-1.3409
O	4.4096	10.4758	12.0919	-2.3514	-1.2063	-1.3256
O	7.0228	4.1106	16.5139	1.0464	-0.6813	2.8843
O	-4.1834	7.4843	16.189	0.7679	-1.3484	-1.0856
O	5.8509	6.0292	12.7102	1.5874	0.3964	0.3221
O	4.3431	1.7028	20.0409	-1.497	1.2393	1.5056
O	-0.6545	4.6275	14.6427	0.9452	0.9717	-1.5569
O	-4.4877	10.9081	13.7282	0.1148	-0.4906	-0.4164
O	6.9044	4.0073	11.4275	-1.3659	-0.6118	0.3976
O	6.5817	-0.5263	17.3153	-0.521	0.4099	0.637
O	1.3899	6.2245	15.1806	-0.9946	0.537	-0.3474
O	8.9842	11.1353	13.1907	1.5826	1.3373	-1.3312
O	3.6183	10.2266	18.0414	-1.3542	-1.818	0.0903
O	-2.3532	5.313	12.8227	1.725	-0.9484	-0.5371
O	8.2079	2.8624	14.6174	2.1305	1.8203	-2.2718

Results
free energy: -35844.155 eV
free energy less fixed offsets of O -463.61, Si -117.95 eV per atom: 25.805 eV
pressure: -2.02 GPa
stress xx, yy, zz, yz, xz, xy (GPa, positive in tension): 2.66, 1.58, 1.82, -1.28, 1.42, -0.05
